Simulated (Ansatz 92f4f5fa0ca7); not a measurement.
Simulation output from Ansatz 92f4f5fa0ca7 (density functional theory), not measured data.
Periodic cell of 184 atoms, Si120O64, from a study of silicon, its oxide and their interface. The atomic structure is a simulated model.
This geometry differs little from another in the collection (a relaxation step or a small displacement).

Settings: functional r2SCAN; potential files Ansatz PAW; basis plane waves; wave-function cutoff 800 eV; density cutoff ratio 5; exchange-correlation grid ratio 1; k mesh 1 x 1 x 1, shifted by 0.5 0.5 0 of a step; self-consistency stop 1e-10 eV per atom in the density residual; occupations fixed; spin none; net charge 0.

Cell vectors (angstrom)
a 10.88 0 0
b 0 10.88 0
c 0 0 26.5855

Atoms: element, x, y, z (angstrom)
Si -0.1625 0.3511 0.0312
Si 2.5255 2.8409 0.174
Si 0.4593 5.1324 0.1373
Si 2.969 7.7363 0.0934
Si 5.6891 -0.3582 -0.1225
Si 8.4673 2.5261 -0.0302
Si 5.3035 5.6577 -0.1391
Si 8.0412 8.4125 -0.3473
Si 1.3476 1.3621 1.4845
Si 4.1914 4.0651 1.2532
Si 1.5204 6.647 1.5413
Si 4.1115 9.442 1.2292
Si 6.8386 1.291 1.1592
Si 9.6037 4.0671 1.2997
Si 6.9168 6.8277 1.0925
Si 9.5883 9.4868 1.119
Si 0.0038 2.7375 2.7823
Si 2.7729 -0.0711 2.6372
Si 0.0366 8.1331 2.58
Si 2.8784 5.3069 2.8067
Si 5.5147 2.6571 2.5611
Si 8.207 -0.0589 2.5565
Si 5.5188 8.1077 2.574
Si 8.1985 5.4581 2.5493
Si 1.4116 4.039 4.1063
Si 4.122 1.3399 3.9553
Si 1.3819 9.4738 3.9752
Si 4.1948 6.7793 4.0178
Si 6.8458 4.0607 3.9189
Si 9.499 1.3105 3.9965
Si 6.8317 9.4999 3.9375
Si 9.5423 6.8 3.9528
Si 0.0121 -0.0342 5.3276
Si 2.7617 2.6555 5.389
Si 0.0172 5.4492 5.3555
Si 2.7577 8.1246 5.3322
Si 5.4731 -0.02 5.311
Si 8.1604 2.7015 5.3328
Si 5.5077 5.4028 5.3417
Si 8.17 8.1499 5.3201
Si 1.348 1.3224 6.7026
Si 4.0981 4.0903 6.6949
Si 1.3768 6.7988 6.7127
Si 4.0876 9.5267 6.6756
Si 6.7899 1.3542 6.6968
Si 9.5221 4.0712 6.6919
Si 6.8225 6.7893 6.6943
Si 9.515 9.5109 6.6921
Si -0.0033 2.7073 8.0541
Si 2.6968 -0.024 8.0426
Si -0.0174 8.146 8.0445
Si 2.7208 5.4311 8.0808
Si 5.428 2.7297 8.0351
Si 8.1637 0.0062 8.0637
Si 5.4323 8.1552 8.0308
Si 8.1597 5.4362 8.0515
Si 1.3424 4.0592 9.4339
Si 4.0072 1.4164 9.3507
Si 1.3085 9.52 9.394
Si 4.0473 6.854 9.4264
Si 6.7709 4.0956 9.3944
Si 9.4967 1.3947 9.446
Si 6.7965 9.4995 9.3964
Si 9.5175 6.7779 9.4139
Si -0.0123 0.0108 10.7751
Si 2.6779 2.7095 10.83
Si -0.0383 5.3995 10.7864
Si 2.6185 8.1871 10.7899
Si 5.3791 0.0537 10.6069
Si 8.1295 2.7948 10.7988
Si 5.4109 5.4672 10.7391
Si 8.1652 8.1306 10.7818
Si 1.3046 1.3331 12.2148
Si 4.0059 4.1803 12.1115
Si 1.2572 6.7737 12.1528
Si 3.9663 9.7053 11.9707
Si 6.6675 1.4084 11.9805
Si 9.4926 4.1107 12.2479
Si 6.8116 6.7417 12.1203
Si 9.5061 9.5381 12.1208
Si -0.1127 2.6286 13.6026
Si 2.7347 0.0559 13.6186
Si -0.0471 8.1561 13.5515
Si 2.5784 5.4263 13.5663
Si 5.3973 2.8093 13.3784
Si 8.0009 0.0431 13.2883
Si 5.3032 8.238 13.0839
Si 8.1738 5.4777 13.7088
Si 1.3692 3.8535 14.9374
Si 3.8152 1.8399 14.7928
Si 1.6559 9.1811 14.7975
Si 3.9143 7.1 14.5014
Si 7.0108 3.7406 14.8277
Si 9.0958 1.4022 14.8011
Si 6.7622 9.3647 14.469
Si 9.1562 7.2847 15.0493
Si 1.7423 1.6315 18.2507
Si -6.6013 14.5629 19.704
Si 0.2994 10.7999 23.6877
Si 5.836 5.7927 16.6366
Si 2.1374 6.0338 19.4927
Si 7.125 2.5626 21.6775
Si -1.0466 1.5125 21.8025
Si 0.2362 -0.2671 19.8244
Si -2.6843 18.4655 17.8192
Si 10.8113 -0.1536 16.8749
Si 4.4112 7.3295 18.5375
Si 9.5428 8.3259 23.4306
Si 8.5265 6.714 20.8878
Si -5.3297 6.0197 20.9863
Si 4.3127 1.5523 24.6468
Si -1.5477 14.7522 20.1607
Si -4.8076 -1.1677 17.4053
Si 2.9228 -4.1003 22.2108
Si 4.7061 12.3288 17.7087
Si 4.2555 1.3786 21.5515
Si 2.415 9.7786 21.6406
Si 6.551 3.693 24.4809
Si 1.1571 6.9893 24.508
Si 0.4304 15.1638 17.9094
O 0.6298 -0.0781 -1.3263
O -15.8936 1.5867 -5.2664
O 3.009 1.9642 -1.1078
O 1.4555 3.9413 -0.3767
O 0.2099 5.9719 -1.2467
O -2.2539 7.9691 -1.8409
O 0.1492 7.7155 -3.0735
O 1.938 8.0729 -1.1455
O 4.8915 0.1163 -1.4792
O 3.922 1.6005 -3.4826
O 7.9473 3.3152 -1.3743
O 9.5759 1.4138 -0.4945
O 4.1334 6.7439 -0.5342
O 5.9804 5.1109 -1.5478
O 6.8387 9.4865 -0.664
O 1.1166 1.0626 19.6051
O 4.4063 6.1266 22.1248
O 3.1607 4.7956 19.4478
O 0.5222 4.3926 16.2766
O 0.8091 9.6023 16.1318
O -1.4602 16.2384 20.8097
O 2.8365 8.113 15.2644
O 4.7434 12.4514 16.1066
O 0.8318 5.6798 18.6254
O 8.0551 2.5664 15.3501
O 9.5234 0.3729 16.0356
O -1.4738 7.3574 16.7131
O 6.0328 9.945 15.808
O 1.5893 3.2179 18.2829
O 7.8938 8.3061 14.9622
O 7.5088 9.0694 17.8092
O 5.7598 0.2714 18.1098
O 0.8599 1.1611 16.9836
O -1.884 -3.0858 22.0011
O 1.2701 9.5456 20.4864
O 2.829 18.2331 18.8372
O -0.3857 21.047 18.3801
O -0.9298 0.1935 20.8392
O 1.8758 6.3074 21.0571
O 6.254 4.308 16.1787
O -7.6689 11.8842 18.123
O 4.9338 13.7592 18.4449
O 4.887 8.6657 17.7861
O -2.2922 -3.5584 19.3723
O 5.4803 -8.2773 24.9747
O -3.7727 -15.2643 17.3231
O 3.5953 13.4445 20.6677
O 2.296 6.2834 23.6089
O 9.8685 3.8842 18.5966
O 9.8274 9.9179 23.4227
O 2.6299 2.862 15.3478
O 7.0609 -4.5897 21.4305
O 5.2484 7.1878 19.9047
O 13.9833 8.3805 22.0448
O 7.8152 3.2834 20.3683
O 5.4832 4.5079 20.3992
O -0.0748 1.3735 23.0816
O 1.6488 -0.5589 22.951
O 3.5993 -0.0646 21.1721
O -0.6116 2.8658 21.0154
O -4.162 3.6259 22.8654
O 5.2044 -4.2946 15.3837
O -2.587 1.6158 22.2819
O 4.6621 5.9364 17.7211

Results
free energy: -113255.840 eV
free energy less fixed offsets of O -570.45, Si -639.56 eV per atom: 0.160 eV

Forces (eV/angstrom), in the order of the atoms: element, x, y, z
Si 0.0313 0.0369 -0.1344
Si -0.0336 -0.0136 -0.1068
Si 0.0311 -0.0064 -0.1679
Si -0.0154 -0.0147 -0.1428
Si 0.0026 -0.0164 -0.1212
Si 0.0099 0.02 -0.1399
Si -0.0051 0.0336 -0.1553
Si -0.0156 -0.0133 -0.1724
Si -0.0068 -0.0022 0.0171
Si -0.0147 0.0244 0.0188
Si 0.0028 -0.0029 -0.0137
Si -0.0157 0.012 0.0214
Si 0.027 -0.0073 0.0049
Si 0.0058 -0.0093 0.0327
Si 0.0036 -0.0198 0.0355
Si 0.0045 -0.0266 0.0421
Si -0.0093 0.0022 -0.0265
Si -0.0126 -0.0113 -0.0127
Si -0.0151 0.0072 -0.0007
Si 0.0152 -0.0097 -0.0095
Si 0.0035 0.006 0.0198
Si -0.0225 0.0088 -0.0235
Si 0.0125 -0.0041 -0.0224
Si 0.0066 0.0267 -0.0055
Si -0.0063 -0.0004 0.0103
Si 0.0164 -0.0103 0.0183
Si 0.0116 0.0109 0.0144
Si -0.0193 0.0142 0.017
Si 0.0006 -0.0109 0.0082
Si 0.0104 0.0045 0.0275
Si 0.0198 -0.0202 0.027
Si -0.0203 -0.0137 0.0103
Si -0.0112 -0.008 0.0011
Si 0.0025 0.0046 0.0016
Si -0.0059 0.0134 0.0112
Si -0.008 -0.0036 0.007
Si -0.0068 0.0145 0.0028
Si -0.001 0.0053 0.0081
Si 0.0255 -0.0002 0.0099
Si 0.0019 0.0025 0.0044
Si -0.0067 -0.0001 -0.0021
Si -0.0138 -0.0048 -0.003
Si 0.001 -0.0111 0.0025
Si 0.0022 -0.0048 -0.0038
Si 0.009 -0.0055 -0.0066
Si -0.0019 0.0027 -0.0036
Si 0.0063 0.0021 -0.0071
Si 0.0042 -0.0011 -0.0057
Si -0.0092 0.0048 0.0102
Si 0.0024 -0.0015 0.0036
Si -0.01 0.0021 0.005
Si -0.0042 0.012 0.0063
Si 0.0194 0.0062 0.0068
Si 0.0019 0.0013 -0.0003
Si 0.0001 0.0047 -0.0038
Si 0.0077 -0.0159 0.0046
Si 0.008 -0.0216 -0.005
Si -0.0081 -0.0043 -0.011
Si -0.0145 -0.0006 -0.0029
Si 0.0045 -0.0083 0.0016
Si -0.0091 0.0091 0.0029
Si -0.0004 0.0072 -0.0026
Si 0.0158 -0.0096 -0.0152
Si 0.0081 0.0016 -0.001
Si -0.0011 -0.0046 -0.0211
Si -0.019 0.0198 -0.0259
Si -0.0308 -0.0042 -0.0051
Si -0.0075 -0.0081 -0.0442
Si 0.0039 -0.0052 -0.0162
Si 0.0159 -0.0115 -0.0396
Si 0.0175 -0.0145 -0.0281
Si 0.0024 0.0166 -0.0375
Si -0.0103 -0.001 0.0227
Si 0.013 -0.0006 0.0247
Si -0.0211 -0.0166 0.0284
Si -0.0022 0.0285 0.045
Si 0.0002 0.0218 0.0314
Si 0.0082 0.0348 0.002
Si 0.0091 -0.0347 0.0343
Si 0.02 -0.0046 0.0319
Si -0.0055 -0.0145 -0.0333
Si -0.0049 -0.0446 -0.0456
Si 0.0376 0.0105 0.0006
Si -0.0009 -0.0046 -0.045
Si -0.0131 -0.0123 -0.0237
Si -0.0017 -0.0351 -0.0028
Si 0.0515 0.0195 0.0056
Si 0.0056 -0.036 -0.0178
Si -0.0144 0.0116 0.174
Si 0.0695 0.0164 0.156
Si -0.0563 -0.0028 0.1168
Si 0.0144 0.0111 0.0951
Si -0.0326 -0.01 0.1138
Si 0.0091 0.0073 0.139
Si -0.0482 0.0635 0.0637
Si -0.0012 0.0375 0.1233
Si 0 0.0036 0.0284
Si -0.0019 -0.0073 0.0175
Si -0.0024 0.0072 -0.0662
Si 0.0152 -0.0019 0.0976
Si 0.0052 -0.0024 0.0058
Si 0.0012 -0.0105 -0.0026
Si -0.0031 -0.0063 -0.0091
Si 0.0013 0.0045 0.0165
Si -0.0087 0.0056 0.0496
Si 0.0167 0.0203 0.061
Si -0.0107 0.0067 0.0379
Si 0.0309 0.008 -0.0555
Si -0.0007 -0.0028 -0.0009
Si -0.0028 -0.0063 -0.0046
Si -0.0148 0.0266 -0.0687
Si 0.0007 0.0009 0.0088
Si -0.0004 0.0047 0.0743
Si -0.002 0.0228 -0.0118
Si -0.0125 -0.0049 0.04
Si 0.0048 0.0043 -0.0385
Si 0.0103 -0.0052 -0.0109
Si 0.0125 -0.0005 -0.0452
Si -0.0029 -0.0288 -0.081
Si 0.0036 0.0013 0.05
O -0.0041 -0.0063 0.0848
O 0.0021 0.0059 -0.0015
O 0.0084 0.0115 0.0438
O -0.0037 -0.0053 0.0482
O 0 0.0243 0.0946
O -0.012 0.0047 0.1025
O 0.0028 -0.0078 0.0221
O 0.0119 0.0034 0.0832
O 0.0115 -0.0134 0.0947
O 0.0209 -0.0187 0.0471
O 0.0159 -0.0152 0.0657
O -0.0209 -0.0046 0.0698
O 0.0079 -0.0013 0.0861
O 0.006 0.0075 0.0755
O 0.0289 -0.0113 0.0544
O 0.0011 0.0029 -0.013
O -0.0021 0.0094 0.0003
O 0.002 0.0097 -0.0108
O 0.0087 -0.0207 -0.1037
O 0.0172 -0.0272 -0.0446
O -0.0035 -0.0032 0.0009
O 0.0311 0.0099 -0.0787
O -0.0112 -0.0057 -0.0817
O -0.0066 -0.0041 -0.0232
O -0.0098 -0.0118 -0.0745
O -0.0189 0.0024 -0.0707
O 0.0065 -0.0269 -0.0777
O 0.0062 -0.0263 -0.0497
O -0.014 0.0004 -0.0183
O -0.0148 0.0202 -0.0678
O -0.0031 -0.0068 -0.0149
O 0.0003 -0.0066 -0.0156
O -0.0043 -0.0085 -0.0219
O -0.0046 0.0112 0.012
O -0.0056 0.0007 -0.0027
O 0.0008 0.001 -0.0077
O -0.007 0.005 -0.0361
O 0.008 0.0078 0.0039
O 0.0091 -0.0034 -0.0003
O -0.0055 0.006 -0.0521
O -0.0002 0.0098 -0.0329
O 0.0038 -0.0023 -0.0109
O -0.0062 0.0042 -0.0135
O -0.0099 0.0011 -0.0245
O -0.0017 0.0038 0.0273
O -0.009 -0.0055 -0.0492
O 0.0007 0.0022 0.0209
O -0.0069 -0.0072 0.0366
O 0.0048 0.0035 -0.0201
O 0.0022 -0.0149 0.0371
O 0.0028 0.0065 -0.1032
O 0.0086 0.0084 0.0056
O -0.0017 -0.0016 -0.0251
O -0.0181 0.0068 -0.0006
O 0.0033 0.0012 0.0011
O -0.0178 0.0054 -0.0009
O -0.0045 -0.0011 0.0305
O -0.0068 0.0112 0.0119
O -0.006 0.0087 0.02
O -0.0022 0.0032 -0.0021
O -0.0274 -0.0121 0.0415
O -0.042 0.0161 -0.0826
O 0.0026 0.002 0.0007
O 0.0187 0.0056 -0.0454

The program warned: the cutoff lies below the one the program advises for these potential files; the forces do not sum to zero within the program's tolerance; empty levels may hold ghost states of the PAW files; the exchange-correlation potential is rough where the density is thin.
